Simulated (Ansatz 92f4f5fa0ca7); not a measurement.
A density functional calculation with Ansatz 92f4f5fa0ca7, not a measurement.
Periodic cell of 360 atoms, Si240O120, from a study of silicon, its oxide and their interface. The atomic structure is a simulated model.
Doubt: the cutoff is far below the 930 eV that the study's wrapper takes by default for these files, so forces and energies are approximate.

Settings
functional: PBE
potential files: Ansatz PAW
basis: plane waves
wave-function cutoff: 580 eV
density cutoff ratio: 5
exchange-correlation grid ratio: 1
k mesh: 1 x 1 x 1, Gamma-centred
self-consistency stop: 5e-08 eV per atom in the density residual
occupations: fixed
spin: none
net charge: 0

Cell vectors (angstrom)
a	11.6015	0	0
b	0	13.3963	0
c	0	0	41.4998

Atoms and the computed forces on them: element, x, y, z (angstrom), force x, y, z (eV/angstrom)
Si	0	2.2327	1.1851	-0.0267	-0.006	0.0265
Si	3.8672	2.2327	1.1851	0.0277	0.0075	-0.0013
Si	7.7343	2.2327	1.1851	-0.0061	-0.0042	-0.0162
Si	1.9336	5.5818	1.1851	0.0039	0.0159	-0.0199
Si	5.8008	5.5818	1.1851	0.0095	-0.008	0.0148
Si	9.6679	5.5818	1.1851	-0.0126	-0.0144	-0.0183
Si	0	8.9308	1.1851	0.0104	-0.0003	0.0137
Si	3.8672	8.9308	1.1851	-0.0179	-0.0013	0.0106
Si	7.7343	8.9308	1.1851	0.0133	-0.0137	0.0043
Si	1.9336	12.2799	1.1851	-0.0024	-0.0054	0.0155
Si	5.8008	12.2799	1.1851	-0.0017	0.0443	-0.0074
Si	9.6679	12.2799	1.1851	0.0106	0.0035	0.0269
Si	1.9336	1.1164	1.9745	0.0209	0.022	-0.0256
Si	5.8008	1.1164	1.9745	0.013	-0.0349	0.0161
Si	9.6679	1.1164	1.9745	-0.0433	0.0255	-0.0015
Si	0	4.4654	1.9745	0.0241	0.0214	-0.005
Si	3.8672	4.4654	1.9745	-0.0361	-0.0037	-0.0024
Si	7.7343	4.4654	1.9745	0.0502	0.038	0.0096
Si	1.9336	7.8145	1.9745	-0.023	-0.0464	0.0131
Si	5.8008	7.8145	1.9745	-0.0049	-0.0024	-0.0052
Si	9.6679	7.8145	1.9745	-0.0188	-0.0217	-0.0014
Si	0	11.1635	1.9745	0.0166	0.0049	-0.0079
Si	3.8672	11.1635	1.9745	0.0071	-0.0314	-0.0115
Si	7.7343	11.1635	1.9745	-0.0354	-0.0199	-0.0183
Si	1.9336	1.1164	4.3426	0.0635	0.1062	0.057
Si	5.8008	1.1164	4.3426	0.0433	-0.0738	-0.2891
Si	9.6679	1.1164	4.3426	-0.1069	0.0758	-0.0689
Si	0	4.4654	4.3426	0.0608	0.0719	0.0324
Si	3.8672	4.4654	4.3426	-0.0603	0.0155	-0.0312
Si	7.7343	4.4654	4.3426	0.1101	0.1227	-0.1721
Si	1.9336	7.8145	4.3426	-0.0384	-0.1207	-0.0269
Si	5.8008	7.8145	4.3426	-0.0088	-0.0166	0.1019
Si	9.6679	7.8145	4.3426	-0.0763	-0.0769	0.0526
Si	0	11.1635	4.3426	0.0258	0.0427	-0.0371
Si	3.8672	11.1635	4.3426	0.0244	-0.0164	0.0336
Si	7.7343	11.1635	4.3426	-0.0965	0.0072	0.026
Si	0	0	37.1592	0.013	-0.044	-0.185
Si	3.8672	0	37.1592	-0.0315	0.1508	-0.039
Si	7.7343	0	37.1592	0.0801	0.1224	0.0009
Si	1.9336	3.3491	37.1592	-0.0737	0.0143	0.2922
Si	5.8008	3.3491	37.1592	0.2211	0.0113	-0.1372
Si	9.6679	3.3491	37.1592	-0.2316	0.0396	-0.2681
Si	0	6.6981	37.1592	-0.0194	0.0649	0.0518
Si	3.8672	6.6981	37.1592	0.0633	0.0248	-0.001
Si	7.7343	6.6981	37.1592	0.1237	-0.1427	-0.1148
Si	1.9336	10.0472	37.1592	-0.1095	-0.1141	0.0203
Si	5.8008	10.0472	37.1592	-0.0311	-0.015	0.4016
Si	9.6679	10.0472	37.1592	0.1016	-0.1761	0.0333
Si	0	0	39.5274	0.0075	-0.0158	0.0145
Si	3.8672	0	39.5274	-0.0018	0.0743	0.0119
Si	7.7343	0	39.5274	0.0221	0.0609	0.008
Si	1.9336	3.3491	39.5274	-0.0223	0.014	-0.0153
Si	5.8008	3.3491	39.5274	0.0869	0.0108	0.0081
Si	9.6679	3.3491	39.5274	-0.1018	0.009	0.0158
Si	0	6.6981	39.5274	-0.004	0.0336	-0.008
Si	3.8672	6.6981	39.5274	0.0117	0.0175	0.0051
Si	7.7343	6.6981	39.5274	0.0528	-0.0512	0.0018
Si	1.9336	10.0472	39.5274	-0.042	-0.0255	0.0119
Si	5.8008	10.0472	39.5274	-0.0172	0.0079	-0.0148
Si	9.6679	10.0472	39.5274	0.041	-0.0609	0.0027
Si	0	2.2327	40.3168	0.0268	0.0111	-0.0358
Si	3.8672	2.2327	40.3168	-0.0233	-0.0101	-0.0075
Si	7.7343	2.2327	40.3168	0.0041	0.0067	0.0347
Si	1.9336	5.5818	40.3168	-0.0065	-0.0211	0.0022
Si	5.8008	5.5818	40.3168	-0.011	0.0058	-0.0129
Si	9.6679	5.5818	40.3168	0.0122	0.0173	0.0066
Si	0	8.9308	40.3168	-0.0089	0.0006	0.0294
Si	3.8672	8.9308	40.3168	0.0181	0.0036	0.0101
Si	7.7343	8.9308	40.3168	-0.0125	0.0221	-0.0078
Si	1.9336	12.2799	40.3168	0.0064	0.0026	-0.0215
Si	5.8008	12.2799	40.3168	-0.0022	-0.0466	-0.0133
Si	9.6679	12.2799	40.3168	-0.0123	-0.0048	-0.0303
Si	-0.2909	-0.5848	29.3878	-0.0155	0.033	0.0402
Si	3.9887	-0.0741	30.1399	-0.032	-0.0385	0.0581
Si	7.5885	-0.2366	30.1301	0.052	-0.0124	0.0709
Si	2.1118	3.27	29.9428	-0.0107	0.0049	0.0637
Si	5.9827	2.7803	29.7272	0.028	0.011	0.0627
Si	9.8589	2.1188	29.4905	0.0557	-0.0458	0.0583
Si	0.5858	6.4259	29.9865	-0.1216	-0.1074	0.0551
Si	4.5549	6.3318	31.1655	-0.0092	0.0109	0.0146
Si	10.3479	5.1416	30.7626	0.0336	0.0047	0.0243
Si	2.1206	9.4678	29.9508	-0.0265	0.0899	0.0425
Si	5.8996	9.9121	30.0365	-0.0162	-0.0148	0.0641
Si	9.7971	8.5561	29.5537	-0.0198	-0.0349	0.0562
Si	-0.0872	3.0261	30.8352	-0.0079	-0.0865	-0.0216
Si	3.9931	2.1712	30.8213	-0.0536	-0.0051	-0.0208
Si	7.8788	1.9763	30.815	-0.0104	-0.0087	-0.0089
Si	2.4262	5.3754	30.9137	0.0213	0.0115	0.003
Si	5.9022	5.8797	29.4081	0.0512	0.0457	-0.0151
Si	8.9573	6.3536	29.175	-0.0195	0.0411	0.0454
Si	0.1629	8.5323	30.809	0.037	0.0495	-0.0598
Si	4.1255	8.6518	30.9897	0.0306	-0.0066	-0.0256
Si	8.0713	9.5489	30.8828	0.0182	-0.059	-0.0105
Si	2.0632	12.5049	31.0689	0.0121	0.0629	-0.034
Si	5.7248	12.0777	30.9667	-0.0202	0.0259	0.0143
Si	9.1464	11.651	30.9878	0.0054	0.0412	-0.0265
Si	-0.0162	2.3045	33.1396	0.0091	0.0095	-0.0122
Si	3.9157	2.2265	33.1985	0.0058	0.0068	0.0196
Si	7.7694	2.2228	33.1584	-0.0074	0.0015	0.0063
Si	1.907	5.4944	33.2387	0.0131	0.0112	-0.0028
Si	5.6489	5.6861	33.208	-0.0083	0.0039	0.0017
Si	9.7103	5.5782	33.0607	0.0007	0.0104	-0.0145
Si	0.0694	8.857	33.1593	0.0056	-0.0108	0.0323
Si	3.9088	8.9799	33.2989	-0.0044	0.0029	0.0157
Si	7.8087	8.9488	33.1879	0.0016	0.001	0.0161
Si	1.9234	12.3342	33.3715	-0.0142	-0.0077	0.0124
Si	5.8178	12.2231	33.3091	0.0049	-0.0019	-0.0247
Si	9.6274	12.2391	33.2316	0.016	-0.0244	0.0076
Si	1.9256	1.1999	33.9935	-0.0027	-0.0223	-0.0012
Si	5.8411	1.0979	33.9817	0.0005	0.008	0.0055
Si	9.6965	1.1131	33.9579	-0.0097	0.0029	-0.0039
Si	-0.0539	4.4713	34.0521	-0.0163	-0.0153	0.0052
Si	3.8431	4.4396	34.0756	0.0261	0.003	-0.0024
Si	7.6965	4.514	33.8149	-0.0005	-0.0016	0.0155
Si	1.9917	7.7631	33.9928	-0.0023	-0.0037	0.0048
Si	5.8504	7.8749	34.0519	0.0001	-0.0193	-0.0185
Si	9.7167	7.7824	33.9491	-0.0032	-0.0044	-0.009
Si	-0.0145	11.1161	33.9692	0.01	0.028	0.0094
Si	3.8558	11.1936	34.0905	-0.015	0.0032	0.0051
Si	7.7447	11.127	34.1046	0.0053	0.0038	0.0059
Si	1.928	1.1379	36.3661	0.0014	-0.006	0.0003
Si	5.8057	1.1161	36.3597	0.0004	0.0027	-0.0018
Si	9.6774	1.1153	36.346	-0.0023	-0.001	0.0025
Si	-0.0022	4.468	36.4001	0.0046	0.0105	0.0048
Si	3.8636	4.4521	36.4134	0.0008	0.0068	0.0021
Si	7.7246	4.4786	36.2742	0.0034	-0.0038	-0.0095
Si	1.9367	7.8053	36.363	-0.0049	0.0062	0.0042
Si	5.8179	7.8247	36.3985	-0.0068	-0.0016	0.0026
Si	9.6712	7.8033	36.3418	-0.0039	0.0092	-0.0011
Si	-0.0047	11.1519	36.35	-0.0004	-0.0051	-0.0065
Si	3.8667	11.1625	36.4227	0.0093	-0.0094	-0.0014
Si	7.7313	11.1595	36.4313	-0.0014	-0.0041	0.0029
Si	-0.0064	0.0132	5.1094	-0.0005	-0.0041	0.0042
Si	3.8778	0.0027	5.1202	-0.0054	-0.0014	-0.0004
Si	7.7281	0.0016	5.127	-0.0073	-0.0033	0.0002
Si	1.9339	3.3547	5.1549	0.0001	0.002	0.0088
Si	5.8125	3.3459	5.075	-0.0057	-0.0028	0.0049
Si	9.671	3.3585	5.1222	-0.0058	0	-0.01
Si	-0.0075	6.7012	5.15	-0.0077	-0.0071	-0.0006
Si	3.8652	6.6952	5.1379	-0.0045	0.0026	0.0044
Si	7.7273	6.6959	5.1539	0.0036	0.0044	0.0042
Si	1.9315	10.0353	5.1179	-0.0077	-0.0021	0.0001
Si	5.7965	10.0437	5.1493	0.0028	0.0026	0.0042
Si	9.6694	10.0496	5.1099	-0.0023	0.0001	0.0039
Si	-0.0126	0.0537	7.4609	0.0108	-0.0079	0.0045
Si	3.8981	0.0056	7.4772	-0.012	-0.0049	-0.0007
Si	7.7082	0.0097	7.4912	0.0105	-0.0002	-0.0184
Si	1.9555	3.3792	7.5395	-0.0066	0.0037	0.0082
Si	5.8358	3.3545	7.4041	-0.0216	0.0044	-0.0178
Si	9.6793	3.3773	7.4836	0.0107	-0.0018	0.0016
Si	-0.0506	6.7073	7.5322	0.0173	0.0002	-0.0099
Si	3.8174	6.6788	7.5104	0.0063	-0.0053	0.0104
Si	7.6922	6.7004	7.5402	-0.0035	-0.0028	-0.0043
Si	1.9217	10.0087	7.4779	0.0076	0.0168	-0.0137
Si	5.79	10.0425	7.5321	0.0057	0.0002	0.004
Si	9.669	10.073	7.4639	-0.0042	0.0003	-0.0232
Si	0.0032	2.2831	8.3012	0.0224	0.0078	0.0064
Si	3.9274	2.2464	8.2336	0.0091	-0.0039	-0.0068
Si	7.7638	2.2538	8.2483	-0.0086	-0.0132	-0.0125
Si	1.8773	5.6136	8.3577	0.0014	0.009	-0.0132
Si	5.7464	5.5431	8.2861	0	0.0009	0.0205
Si	9.6176	5.5902	8.3413	-0.0083	-0.0057	-0.0076
Si	-0.0338	8.9502	8.2995	-0.0032	-0.011	-0.0255
Si	3.8469	8.8931	8.308	0.0236	-0.0226	-0.002
Si	7.7577	8.9541	8.2809	-0.0019	-0.0048	0.0078
Si	1.9261	12.2811	8.1027	0.0026	0.0031	-0.0111
Si	5.8015	12.266	8.3424	0.0011	0.0013	-0.0066
Si	9.6603	12.3159	8.2208	-0.0073	-0.0015	0.0038
Si	-1.88	1.0226	11.4318	-0.0076	-0.0052	-0.0519
Si	4.4279	2.6382	10.5006	0.0374	-0.022	0.014
Si	11.4308	2.334	10.6618	0.0088	-0.0129	0.0368
Si	1.8473	5.9695	10.7318	0.05	0.0232	-0.0296
Si	5.7155	4.6577	10.4739	-0.0324	0.025	-0.0018
Si	11.0745	4.375	11.7728	0.0273	-0.068	0.0119
Si	-0.2041	9.1099	10.6634	-0.0304	-0.0229	0.0323
Si	3.5901	8.9321	10.6585	-0.006	-0.0172	0.0197
Si	7.8304	9.0051	10.6451	-0.0918	-0.0477	0.0579
Si	1.9133	12.2688	10.4013	0.0034	0.0253	0.0461
Si	5.7429	12.2275	10.7343	0.0069	-0.003	0.0215
Si	9.589	12.2899	10.5633	-0.0039	0.0038	0.0285
Si	1.8119	1.7481	11.6854	0.001	-0.0674	-0.0078
Si	5.974	1.084	11.3635	-0.0315	0.0213	-0.0498
Si	7.9015	2.1576	10.6063	0.0318	-0.0445	0.0289
Si	-2.1148	5.6774	10.7254	-0.0328	0.0333	0.0274
Si	4.6248	5.5263	12.2903	0.0519	0.0011	-0.0099
Si	7.7183	4.3047	11.5015	0.0433	-0.0054	-0.0505
Si	1.5993	8.0968	11.5704	0.004	0.0303	-0.0064
Si	5.2515	8.3411	12.1521	0.0613	-0.0271	-0.0451
Si	9.611	7.8724	11.5803	0.0045	-0.0013	-0.0234
Si	-0.0473	11.343	11.2937	0.0327	0.0243	0.0292
Si	3.6828	11.1281	11.2937	-0.0306	0.0566	-0.0105
Si	7.754	11.1739	11.4903	-0.0136	-0.0047	-0.0413
O	4.3622	4.5276	13.5603	-0.0172	-0.001	0.0196
O	5.5337	9.5448	13.2454	-0.0183	0.0418	0.0076
O	9.7569	1.162	13.0802	-0.0047	0.0047	0.0701
O	9.6084	7.7936	13.2529	-0.0316	-0.0076	0.0548
O	1.5674	1.517	13.296	0.0379	0.0024	0.012
O	6.1547	1.1508	13.0221	0.0085	-0.01	0.02
O	1.5018	8.0245	13.2398	0.0061	-0.0276	0.0449
O	0.2006	11.5652	12.9094	-0.0195	-0.013	-0.0031
O	3.3595	11.0216	12.9557	0.0187	-0.025	0.0024
O	-0.8272	4.3894	13.3926	-0.0169	0.0178	0.0248
O	7.3773	4.3486	13.1375	0.0046	0.0359	0.0949
O	8.1131	11.1805	13.1171	0.0252	-0.0087	0.0789
O	5.8762	1.9043	28.3364	0.0048	-0.0204	-0.0251
O	2.2895	9.4746	28.3268	0.0017	0.0001	-0.0039
O	7.5348	-0.1877	28.4518	-0.0281	0.0065	-0.0353
O	12.0733	6.4454	28.3	0.0267	0.0116	-0.0515
O	8.9176	5.9815	27.5752	-0.0182	-0.0247	-0.0368
O	-1.3491	13.9797	29.0106	-0.0404	-0.0174	-0.0055
O	10.1945	9.2721	28.1053	0.0083	0.0301	-0.0567
O	5.1501	6.4934	28.0887	-0.0092	-0.0019	0.0044
O	5.7472	9.8111	28.3796	0.0006	-0.0024	-0.0615
O	9.637	2.9056	28.0491	-0.0171	0.0407	-0.0538
O	2.1601	3.1971	28.2833	0.0145	-0.0045	-0.0519
O	3.9889	-0.5204	28.5326	0.0132	-0.0001	-0.0508
Si	10.9464	10.7564	19.064	0.0001	-0.0014	0
Si	4.6429	10.7489	13.9336	0.0147	-0.012	-0.0103
Si	9.5472	9.8992	26.7423	-0.0119	0.0011	-0.0017
Si	3.6867	9.1248	16.3294	0.0154	0.0014	0.0003
Si	2.5055	1.6317	14.6283	-0.0153	0.0366	-0.0114
Si	8.318	5.5122	26.1166	0.0219	-0.009	-0.0048
Si	12.3604	6.6388	26.7005	-0.002	0.0124	-0.0204
Si	2.4715	13.8339	17.3297	0.0017	0.0032	0.009
Si	10.6022	6.6778	19.6857	-0.0001	-0.012	-0.0026
Si	11.7367	1.3728	25.192	0.0043	-0.0129	-0.0181
Si	5.4241	0.3368	14.2241	0.0049	-0.0079	0.0074
Si	2.0184	9.4844	26.7299	-0.0219	-0.0158	-0.0119
Si	10.4972	4.0315	14.9635	-0.0027	-0.0103	0.0094
Si	6.7804	0.8676	27.4506	0.027	-0.0015	-0.0226
Si	2.3189	5.7066	22.4659	-0.0003	-0.0022	-0.0141
Si	9.1538	2.5957	26.5046	-0.0135	-0.0004	0.0064
Si	10.176	1.0781	14.6509	0.0107	0.0009	-0.0138
Si	11.7651	4.0618	20.7212	-0.0037	0.0015	-0.0061
Si	8.7724	7.7104	14.6735	-0.0162	0.0238	-0.0243
Si	1.7912	9.784	20.9541	0.001	0.0043	-0.0109
Si	1.4867	11.0031	16.8894	-0.0047	0.0049	0.0092
Si	7.1597	0.1941	19.1954	0.0016	-0.0105	0.0007
Si	11.4436	11.6532	14.4798	-0.0025	0.0156	-0.0209
Si	5.7642	7.6137	18.2822	0.0015	0.0011	0.0014
Si	7.6668	-0.0768	16.0993	-0.005	0.0099	0.0159
Si	11.7189	11.9292	26.5337	0.0014	-0.0005	0.0017
Si	11.1049	6.622	16.4886	-0.0046	0.0025	0.0148
Si	4.218	10.8177	25.3343	0.0039	0.0034	-0.025
Si	5.3978	4.7481	16.9407	0.0034	0.0004	0.0021
Si	1.8912	1.9906	19.7635	-0.0058	0.005	-0.0068
Si	7.1558	11.1323	20.9239	-0.0052	-0.0012	-0.0017
Si	3.9169	7.7429	20.8939	0	0.0025	-0.0076
Si	5.5733	6.617	26.5153	-0.0051	0.0244	-0.0043
Si	4.1366	13.3083	26.9678	-0.0025	-0.0006	-0.0001
Si	2.5153	2.657	26.7774	-0.0043	-0.0179	-0.0102
Si	4.3626	10.356	22.2263	-0.0044	-0.008	-0.0201
Si	-0.0074	1.483	22.0331	0.0018	0.0018	-0.0156
Si	9.428	12.9287	20.839	-0.0036	-0.0022	-0.0094
Si	10.0644	7.4478	24.8546	0.003	0.0045	-0.0115
Si	8.5279	10.7046	14.6232	-0.0234	-0.0261	-0.0095
Si	6.3975	9.6251	26.889	0.0112	-0.0085	-0.0061
Si	8.4471	8.7446	19.3726	-0.0035	-0.0002	-0.0042
Si	4.6798	15.4515	18.6103	0.0056	0.0025	0.0057
Si	3.3037	4.6456	14.8043	-0.0091	-0.0415	0.023
Si	3.1535	5.1405	25.363	-0.0126	0.0069	-0.0209
Si	1.8836	7.3106	14.6615	-0.0061	-0.0046	-0.0083
Si	0.2477	7.8641	22.3562	0.0013	-0.0023	-0.0082
Si	7.5717	4.8949	14.6695	-0.0242	0.039	0.0139
O	10.5076	0.2829	21.7925	0.0008	0.0037	0.0105
O	8.816	0.8827	15.4992	0.0246	-0.0093	-0.0106
O	1.319	4.717	21.6648	-0.0033	-0.0009	0.0069
O	2.4587	12.2138	17.391	-0.0019	0.0045	-0.0043
O	5.9031	6.0658	17.7641	-0.0033	-0.0023	-0.0037
O	1.7996	5.523	26.1774	0.0162	-0.0033	0.0056
O	10.6671	5.1061	20.1304	0.0009	0.0098	0.0004
O	6.7146	12.0707	19.6477	0.0017	0.0069	0.0007
O	2.6473	3.1902	15.034	0.0101	-0.0058	-0.0326
O	0.9989	3.343	19.5093	0.0045	-0.0112	0.0026
O	7.7197	0.0686	17.6942	-0.0112	0.0007	-0.0006
O	4.8198	8.5105	17.3054	0.0026	-0.0036	0.0033
O	3.2677	1.2421	26.7794	-0.0113	0.0061	0.0177
O	4.2814	6.2985	25.5862	-0.006	-0.0114	0.0048
O	0.0122	11.0274	17.6016	0.0008	-0.0018	0.0035
O	3.9151	0.8875	14.3326	-0.0113	0.0131	-0.0094
O	4.0802	10.8561	23.7333	0.0027	-0.0043	0.0042
O	3.5598	12.1667	25.9683	0.0024	-0.0147	0.0044
O	-0.3514	5.0469	16.0114	0.0021	0.0124	-0.0024
O	3.0261	10.8122	21.3478	-0.0031	0.0021	0.0058
O	9.8646	8.9351	25.4773	0.0042	-0.0263	0.0089
O	5.2158	3.4515	17.9344	-0.0025	-0.0042	0.0001
O	6.6934	5.4882	26.1715	0.0072	-0.0098	0.0191
O	7.6352	6.5372	14.6024	0.0379	-0.0365	-0.003
O	6.4276	4.4066	15.7201	0.021	0.0118	-0.0184
O	10.9497	2.9233	21.5728	0.0028	-0.0074	0.0131
O	9.7584	9.623	18.8615	0.003	0.0026	0.0008
O	8.6892	6.5682	24.9147	0.0037	0.0028	0.0114
O	10.8908	2.4595	15.1799	-0.0137	-0.0125	-0.013
O	5.9449	1.2794	19.302	-0.0031	0.0001	-0.0086
O	5.0683	7.5669	19.7612	-0.0036	0.0009	0.0014
O	10.5388	7.7082	23.3106	0.0028	-0.0004	0.0047
O	11.1386	6.7766	18.1277	-0.004	0.0029	0.0148
O	0.7226	7.4585	15.7971	0.0075	-0.0091	-0.0189
O	8.0621	9.1634	14.9422	0.0329	-0.0004	-0.025
O	11.5118	7.4728	20.7957	-0.0034	-0.0044	0.0021
O	1.0929	10.6915	26.1649	0.0066	-0.0121	0.0099
O	8.4265	-1.5003	21.6641	-0.0032	0.0018	0.0053
O	3.5048	2.3339	19.7411	-0.0002	-0.0043	-0.0003
O	0.6694	10.379	19.9496	-0.003	-0.0023	0.0048
O	3.4302	9.5255	25.9361	0.009	0.0036	0.0089
O	6.2342	0.5328	15.6104	0.0323	-0.01	0.0002
O	5.7663	10.6558	25.8025	-0.0069	0.0052	0.0085
O	7.8596	11.7442	15.6904	0.0063	0.0048	-0.0222
O	1.5399	0.9678	18.55	0.0033	0.0053	0.0032
O	8.8526	4.0185	25.777	-0.0068	0.0163	0.0118
O	9.7377	7.3143	15.9281	-0.0035	-0.009	-0.0228
O	2.5618	8.4736	20.2989	-0.0015	-0.0004	0.0061
O	10.1497	10.7114	14.7873	0.0065	0.0132	-0.0097
O	11.1324	13.1911	14.9089	-0.029	0.0136	-0.028
O	3.9709	5.0952	16.2243	0.0015	0.0003	-0.0071
O	1.3103	8.1041	26.3373	0.0095	-0.0016	0.0183
O	3.5157	6.2741	21.496	-0.0044	-0.0013	0.01
O	11.9836	1.5196	23.5992	-0.0041	-0.0011	-0.0121
O	10.2292	15.1926	25.6032	0.0054	-0.0027	0.0033
O	12.5183	9.3596	22.2923	-0.0011	-0.001	0.0085
O	2.163	5.728	14.4003	-0.0062	0.0327	-0.0029
O	2.9453	4.9487	23.7584	-0.0006	0.0044	0.0075
O	11.0481	6.5011	25.7539	-0.0053	0.0093	-0.0016
O	10.2465	12.0856	19.6929	0.0023	-0.0025	0.0007
O	1.3868	1.2962	21.1674	-0.0048	0.0019	0.0069
O	5.4877	12.135	13.8972	-0.0085	0.0132	-0.0072
O	7.687	9.6324	20.5227	-0.0009	-0.0005	0.0021
O	7.2483	8.3297	18.3215	-0.0055	-0.0015	-0.0032
O	10.1742	11.3831	26.4587	0.005	0.004	0.0137
O	3.9832	14.4539	17.5009	-0.0065	-0.0054	-0.0023
O	8.4335	0.6376	20.1353	0.0007	0.0039	0.0018
O	1.1234	2.4087	25.9682	0.0024	-0.0075	0.0149
O	2.3814	9.6592	17.1647	-0.0061	0.0053	-0.0021
O	5.6967	0.1078	26.5163	-0.0157	-0.0021	-0.0001
O	13.0078	6.9326	23.0188	0.0011	-0.0018	0.0085
O	6.1902	8.1102	26.3083	-0.0018	-0.0114	0.0151
O	9.0914	7.3016	19.8331	0.0011	-0.0053	0.0029
O	5.7982	11.0065	21.8101	0.0056	0.0002	0.0029
O	1.1447	11.1221	15.2973	0.0046	-0.0045	0.0025
O	3.231	7.9987	15.2523	-0.0059	0.007	0.0004
O	7.8236	1.6606	26.5085	0.006	0.0078	0.0071
O	8.9199	4.2334	15.275	-0.0117	0.0032	-0.0068
O	0.3571	-0.2051	25.5498	-0.0016	0.0178	0.0032
O	3.5283	3.6896	26.0089	0.0148	0.0138	0.0031
O	4.2993	10.3857	15.4756	-0.0128	-0.0091	0.0044
O	7.9596	10.0182	26.9862	0.014	-0.0033	0.0145
O	1.84	0.8969	15.9071	-0.001	-0.0077	0.0087
O	4.4847	8.7202	22.0917	-0.0009	0.0071	0.011
O	-4.2174	6.548	29.6847	-0.0398	-0.0262	0.011
O	6.5569	21.478	11.2038	-0.0047	0.0555	0.0146
O	12.3596	13.3825	30.5029	-0.0172	0.0188	0.0228
O	13.5744	24.4218	30.3905	0.0392	-0.0054	0.0312
O	1.0082	4.912	11.6439	-0.0421	-0.0162	0.0017
O	5.0242	6.9587	12.9998	-0.0012	0.0046	-0.0401
O	14.9532	5.7962	11.3205	-0.0205	0.0138	-0.0173
O	10.5136	-1.8608	30.0208	0.0234	-0.0334	0.0077
O	17.7824	-9.098	29.1649	0.0117	-0.0059	-0.0277
O	2.3369	-13.0298	10.9966	-0.0318	0.0474	-0.0168
O	12.1098	12.3856	28.0517	0.0077	-0.0213	-0.0356
O	3.052	16.1946	11.4391	-0.0304	0.013	0.0081

Results
free energy: -220814.254 eV
free energy less fixed offsets of O -568.88, Si -635.61 eV per atom: -2.254 eV

The program warned: the cutoff lies below the one the program advises for these potential files; the forces do not sum to zero within the program's tolerance; the exchange-correlation potential is rough where the density is thin.
